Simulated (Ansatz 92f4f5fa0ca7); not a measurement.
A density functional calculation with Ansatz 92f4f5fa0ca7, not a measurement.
Periodic cell of 442 atoms, Si288O154, from a study of silicon, its oxide and their interface. The atomic structure is a simulated model.
Doubt: the cutoff is far below the 930 eV that the study's wrapper takes by default for these files, so forces and energies are approximate.
This geometry differs little from another in the collection (a relaxation step or a small displacement).

Settings
functional: PBE
potential files: Ansatz PAW
basis: plane waves
wave-function cutoff: 580 eV
density cutoff ratio: 5
exchange-correlation grid ratio: 1
k mesh: 1 x 1 x 1, Gamma-centred
self-consistency stop: 5e-08 eV per atom in the density residual
occupations: fixed
spin: none
net charge: 0

Cell vectors (angstrom)
a	15.4687	0	0
b	0	15.4687	0
c	-3.5216	2.8321	33.4623

Atoms: element, x, y, z (angstrom)
Si	-3.4504	2.3984	24.6161
Si	-3.5961	7.2009	24.6668
Si	-3.5316	10.3438	24.5838
Si	-3.5409	-0.7491	24.6724
Si	0.3849	2.2562	24.5433
Si	0.2924	7.5519	24.6814
Si	0.3386	10.0094	24.6878
Si	0.3136	-0.8894	24.7593
Si	4.2584	2.3455	24.5039
Si	4.1695	7.0917	24.6376
Si	4.2369	10.2399	24.6969
Si	4.2088	-0.8427	24.5567
Si	-7.3891	2.4048	24.3702
Si	-7.4041	7.1654	24.705
Si	-7.3885	10.3142	24.7125
Si	-7.3605	-0.7902	24.574
Si	-1.5185	2.7474	25.9084
Si	-1.6065	6.8485	25.9344
Si	-1.602	10.5285	25.9631
Si	-1.6298	-1.0249	26.0378
Si	2.3146	2.7481	25.8303
Si	2.1999	6.7689	25.8897
Si	2.2632	10.5077	25.9706
Si	2.31	-1.0953	25.9637
Si	6.1874	2.7817	25.8013
Si	6.1099	6.7249	25.9556
Si	6.1446	10.5503	26.0365
Si	6.1551	-1.0746	25.8932
Si	-5.4685	2.8137	25.7875
Si	-5.4809	6.8069	26.0106
Si	-5.4297	10.5954	25.9827
Si	-5.4735	-0.9897	25.9747
Si	-1.5681	4.7845	27.1868
Si	-1.6269	8.6589	27.4091
Si	-1.5998	12.4757	27.3103
Si	-1.575	0.9066	27.3943
Si	2.2477	4.7418	27.1794
Si	2.2836	8.6098	27.3746
Si	2.2787	12.4567	27.3125
Si	2.3148	0.8751	27.3166
Si	6.1437	4.7209	27.2186
Si	6.1369	8.6136	27.3943
Si	6.143	12.5111	27.3197
Si	6.166	0.8861	27.2709
Si	-5.4557	4.756	27.2115
Si	-5.4722	8.694	27.4034
Si	-5.4482	12.5363	27.313
Si	-5.4824	0.956	27.3128
Si	-3.5101	4.759	28.6065
Si	-3.545	8.6438	28.7385
Si	-3.5236	12.4956	28.6809
Si	-3.5411	0.9123	28.6901
Si	0.3418	4.7606	28.6199
Si	0.3404	8.6369	28.7096
Si	0.3417	12.496	28.6717
Si	0.3805	0.8941	28.698
Si	4.1947	4.7578	28.6037
Si	4.2055	8.6317	28.7227
Si	4.2106	12.4956	28.6786
Si	4.2406	0.898	28.6725
Si	8.0797	4.7557	28.6228
Si	8.0655	8.64	28.7257
Si	8.0815	12.5028	28.6742
Si	8.0694	0.902	28.6804
Si	-3.5216	2.8321	30.0435
Si	-3.5216	6.6993	30.0435
Si	-3.5216	10.5665	30.0435
Si	-3.5216	-1.035	30.0435
Si	0.3455	2.8321	30.0435
Si	0.3455	6.6993	30.0435
Si	0.3455	10.5665	30.0435
Si	0.3455	-1.035	30.0435
Si	4.2127	2.8321	30.0435
Si	4.2127	6.6993	30.0435
Si	4.2127	10.5665	30.0435
Si	4.2127	-1.035	30.0435
Si	8.0799	2.8321	30.0435
Si	8.0799	6.6993	30.0435
Si	8.0799	10.5665	30.0435
Si	8.0799	-1.035	30.0435
Si	1.9323	-0.0043	3.399
Si	1.9354	3.9057	3.4058
Si	1.9461	7.7192	3.4061
Si	1.9377	-3.8633	3.4182
Si	5.7855	-0.0227	3.4151
Si	5.7892	3.8692	3.4011
Si	5.7925	7.756	3.4328
Si	5.7936	-3.8969	3.4307
Si	9.6782	-0.0204	3.4188
Si	9.6678	3.8723	3.4129
Si	9.6706	7.7227	3.4171
Si	9.6705	-3.8568	3.422
Si	-1.9454	0.0312	3.4065
Si	-1.9286	3.8625	3.4094
Si	-1.9287	7.7343	3.4068
Si	-1.9298	-3.874	3.4008
Si	1.8972	1.9558	4.7093
Si	1.9726	5.8193	4.8145
Si	2.0085	9.6452	4.7512
Si	1.8947	-1.9223	4.7799
Si	5.7054	1.9306	4.7417
Si	5.8094	5.8037	4.76
Si	5.7681	9.6653	4.8651
Si	5.7919	-1.9683	4.7839
Si	9.6815	1.9258	4.748
Si	9.6855	5.794	4.7998
Si	9.6874	9.6666	4.7596
Si	9.6528	-1.9373	4.8267
Si	-1.9258	1.9531	4.8049
Si	-1.917	5.7962	4.7565
Si	-1.8512	9.6639	4.7694
Si	-2.0255	-1.9191	4.7132
Si	0.0447	1.9764	6.1468
Si	0.0042	5.8296	6.1265
Si	0.1298	9.6392	6.121
Si	-0.1298	-1.8674	6.0329
Si	3.7489	1.982	6.1268
Si	3.9296	5.8333	6.1858
Si	3.8086	9.6517	6.295
Si	3.8482	-1.9521	6.128
Si	7.6733	1.8721	5.9829
Si	7.7271	5.7794	6.1297
Si	7.7605	9.6588	6.1422
Si	7.7108	-1.9761	6.1853
Si	-3.8647	1.9633	6.1585
Si	-3.8256	5.7664	6.1432
Si	-3.8017	9.6723	6.063
Si	-3.8785	-1.9398	6.2002
Si	-0.0907	0.0176	7.4659
Si	0.0902	3.9343	7.5196
Si	0.1659	7.7072	7.5524
Si	-0.0024	-3.8114	7.3241
Si	3.7248	0.0105	7.4161
Si	3.8203	3.9086	7.5487
Si	3.9404	7.6759	7.7098
Si	3.7167	-3.8024	7.6261
Si	7.6002	0.0115	7.4474
Si	7.7218	3.7632	7.3452
Si	7.7897	7.7015	7.5048
Si	7.73	-3.8981	7.583
Si	-3.91	0.0214	7.5446
Si	-3.7976	3.8955	7.5979
Si	-3.7107	7.7333	7.4081
Si	-3.8442	-3.9204	7.5226
Si	1.8243	-0.5517	8.7
Si	1.9423	4.5667	8.8884
Si	2.0122	7.0386	8.9674
Si	1.6977	-2.9847	8.741
Si	5.6059	0.3218	8.7543
Si	5.8268	3.4742	8.704
Si	5.9671	8.1316	8.9676
Si	5.7127	-4.1448	8.834
Si	-5.9336	0.3323	8.7283
Si	-5.8532	3.4793	8.7025
Si	-5.6392	7.9047	8.6865
Si	-5.7575	-4.3909	8.8329
Si	-1.9768	0.4606	8.8477
Si	-1.7778	3.6535	8.9192
Si	-1.7951	8.0026	8.8029
Si	-1.8384	-4.288	8.7161
Si	-3.3121	12.0679	22.8913
Si	-1.5881	2.8321	31.4108
Si	-1.5881	6.6993	31.4108
Si	-1.5881	10.5665	31.4108
Si	-1.5881	-1.035	31.4108
Si	2.2791	2.8321	31.4108
Si	2.2791	6.6993	31.4108
Si	2.2791	10.5665	31.4108
Si	2.2791	-1.035	31.4108
Si	6.1463	2.8321	31.4108
Si	6.1463	6.6993	31.4108
Si	6.1463	10.5665	31.4108
Si	6.1463	-1.035	31.4108
Si	-5.4552	2.8321	31.4108
Si	-5.4552	6.6993	31.4108
Si	-5.4552	10.5665	31.4108
Si	-5.4552	-1.035	31.4108
Si	-1.5881	4.7657	32.778
Si	-1.5881	8.6329	32.778
Si	-1.5881	-2.9686	32.778
Si	-1.5881	0.8985	32.778
Si	2.2791	4.7657	32.778
Si	2.2791	8.6329	32.778
Si	2.2791	-2.9686	32.778
Si	2.2791	0.8985	32.778
Si	6.1463	4.7657	32.778
Si	6.1463	8.6329	32.778
Si	6.1463	-2.9686	32.778
Si	6.1463	0.8985	32.778
Si	-5.4552	4.7657	32.778
Si	-5.4552	8.6329	32.778
Si	-5.4552	-2.9686	32.778
Si	-5.4552	0.8985	32.778
Si	0	1.9336	0.683
Si	0	5.8008	0.683
Si	0	-5.8008	0.683
Si	0	-1.9336	0.683
Si	3.8672	1.9336	0.683
Si	3.8672	5.8008	0.683
Si	3.8672	-5.8008	0.683
Si	3.8672	-1.9336	0.683
Si	7.7343	1.9336	0.683
Si	7.7343	5.8008	0.683
Si	7.7343	-5.8008	0.683
Si	7.7343	-1.9336	0.683
Si	11.6015	1.9336	0.683
Si	11.6015	5.8008	0.683
Si	11.6015	-5.8008	0.683
Si	11.6015	-1.9336	0.683
Si	0	0	2.0503
Si	0	3.8672	2.0503
Si	0	7.7343	2.0503
Si	0	-3.8672	2.0503
Si	3.8672	0	2.0503
Si	3.8672	3.8672	2.0503
Si	3.8672	7.7343	2.0503
Si	3.8672	-3.8672	2.0503
Si	7.7343	0	2.0503
Si	7.7343	3.8672	2.0503
Si	7.7343	7.7343	2.0503
Si	7.7343	-3.8672	2.0503
Si	11.6015	0	2.0503
Si	11.6015	3.8672	2.0503
Si	11.6015	7.7343	2.0503
Si	11.6015	-3.8672	2.0503
Si	-6.7329	0.9384	17.1535
Si	1.3911	7.3325	12.0345
Si	-5.057	-1.1872	18.2517
Si	-0.3059	-3.2694	11.0894
Si	5.637	4.3042	11.5956
Si	4.7119	12.4102	17.1687
Si	6.8761	6.922	11.8538
Si	7.1887	1.8012	12.7535
Si	9.6125	5.6744	10.9311
Si	-1.2676	5.9034	11.1801
Si	-0.1755	-4.4808	15.9289
Si	6.5936	-4.8964	15.6811
Si	-3.7219	6.0497	12.9981
Si	3.0017	3.558	14.4838
Si	-0.1541	4.3929	19.1144
Si	-1.1543	-0.4044	11.6419
Si	5.7784	-0.2043	17.2327
Si	5.9177	7.4888	15.9698
Si	-0.4838	-5.7718	13.0492
Si	-5.6116	1.9447	14.483
Si	-5.55	-1.8105	13.6422
Si	-2.548	0.2654	16.9831
Si	5.711	-1.9035	11.0412
Si	-1.3033	9.8101	18.522
Si	8.3623	-0.5239	11.3921
Si	-7.1124	3.6284	21.3736
Si	-3.4851	9.0804	13.0402
Si	-5.4913	-4.4081	11.8022
Si	4.7389	0.9372	14.4778
Si	2.6157	3.1521	11.6108
Si	-7.8287	6.5538	21.7304
Si	-6.379	12.3712	16.0996
Si	-4.4305	4.4874	20.3125
Si	7.9797	9.4451	13.4257
Si	-0.1341	7.4189	20.0221
Si	-3.2984	0.1674	13.955
Si	3.4576	11.2339	19.727
Si	-4.6066	4.6959	15.6678
Si	-5.0784	-5.6567	15.4604
Si	3.3434	-1.3753	12.9883
Si	0.9579	3.8454	21.825
Si	3.3578	6.7217	17.2559
Si	-0.1507	12.2221	22.5875
Si	3.5065	6.5996	14.3978
Si	4.7182	2.0989	18.8329
Si	2.4141	3.732	17.4529
Si	2.1132	-2.5867	15.586
Si	4.6575	12.3992	22.362
Si	-2.9045	4.9053	22.7873
Si	-5.8588	7.2491	19.5624
Si	-2.9201	3.3063	17.9688
Si	1.7062	0.2255	10.9449
Si	-7.9858	3.3269	18.5197
Si	2.7998	8.2261	19.8786
Si	4.6412	6.3308	21.6829
Si	0.477	12.0667	19.6067
Si	-7.6547	12.443	22.3525
Si	-0.2511	-1.7887	17.0256
Si	-7.1157	6.0498	17.1662
Si	4.0227	3.3762	21.4903
Si	-5.2662	12.1521	20.3664
Si	-0.1985	6.3224	22.7617
Si	-4.4745	9.7159	18.5022
O	-5.6154	-3.7165	10.3351
O	0.7006	8.6236	12.7512
O	2.0119	7.6526	10.5419
O	1.1298	-3.3189	10.2871
O	5.6976	1.9056	9.2644
O	5.3324	-0.6265	10.0859
O	1.7931	3.9579	10.4508
O	7.2765	-1.7406	11.4654
O	9.3292	4.35	10.0531
O	5.7781	-5.7286	9.2921
O	5.5891	-3.3088	10.2427
O	2.6658	-2.4107	14.0571
O	9.3211	-0.6028	10.0775
O	3.3158	-2.4351	16.6537
O	-1.884	2.0512	9.3485
O	-2.0133	-0.4087	10.2496
O	2.4086	3.3647	21.2983
O	-1.5974	-3.4077	10.0897
O	3.7662	4.9917	14.3927
O	-1.903	8.9854	12.7156
O	-6.7748	7.265	18.2072
O	-4.0738	-1.2707	14.0874
O	1.0215	-1.447	16.0398
O	2.75	7.786	18.3103
O	6.2996	7.529	10.4596
O	-1.821	9.6014	9.2413
O	6.0389	4.4563	10.0172
O	4.9348	0.2804	15.9376
O	-2.1923	5.7903	12.5149
O	-0.4724	9.9166	17.1212
O	1.095	5.4243	22.2732
O	-5.3252	3.4628	14.9274
O	4.1955	0.7415	24.0849
O	-0.5875	-1.9063	11.9399
O	2.0541	3.3344	13.151
O	4.7185	-1.9789	12.3376
O	9.1182	9.1784	14.6077
O	-0.2173	-4.4805	12.1361
O	-5.0788	5.8213	19.647
O	4.1677	6.215	23.2425
O	1.2331	8.2656	20.3215
O	0.5171	-2.8942	21.1475
O	4.2158	8.678	24.1489
O	7.1933	8.0912	12.959
O	-3.1102	4.9006	21.1727
O	-0.1119	3.7132	20.6012
O	-7.504	3.0419	22.8404
O	0.3411	0.6455	24.1285
O	-0.8087	7.1683	21.4925
O	-3.4979	0.8115	24.0484
O	6.0987	7.0771	21.5973
O	-7.3438	11.1632	23.309
O	-5.3801	6.9129	9.9805
O	5.9095	3.0401	18.2328
O	0.4297	2.9602	23.0649
O	6.1295	0.9396	13.6418
O	-5.2282	10.9932	19.2049
O	4.1233	3.7433	11.647
O	-3.6425	-1.8849	23.4663
O	-7.3548	6.353	23.2768
O	-7.6318	2.8182	20.0479
O	4.3953	3.0968	23.0454
O	-7.7268	4.8728	18.1157
O	-3.7984	6.1231	23.4191
O	-1.7572	12.079	22.4
O	-4.2397	11.7727	21.5787
O	-5.7389	5.5834	16.4273
O	-5.4902	3.7669	21.3189
O	4.9679	6.9968	17.2029
O	-7.4195	8.7436	24.212
O	-0.5921	-5.2604	14.5809
O	-7.6517	11.3923	16.4183
O	0.2508	-1.995	23.5457
O	0.1675	-2.2074	18.5501
O	4.5979	2.2565	20.4546
O	-5.1438	-4.0344	15.5932
O	3.1236	5.1792	17.7194
O	5.2539	-4.0356	15.9813
O	-1.3511	5.2129	23.1792
O	4.5154	11.5453	18.5302
O	-7.3816	0.7804	24.0611
O	6.886	-4.9849	14.0716
O	0.1682	0.5583	11.4607
O	9.2892	-0.6521	12.7068
O	-9.234	-2.9912	21.9569
O	0.411	10.8041	23.2091
O	0.9754	3.7063	18.1826
O	5.1174	0.5407	18.5316
O	9.6467	1.9104	9.2321
O	-8.1357	0.1569	16.9605
O	-4.8143	-1.8802	19.7082
O	3.7969	12.194	20.998
O	1.9452	11.5013	19.2003
O	-3.3296	3.4309	23.3347
O	8.6591	-5.3257	12.1235
O	-3.5693	8.746	24.017
O	0.1228	6.0044	19.2406
O	6.6045	3.2456	12.342
O	2.2893	-1.0427	11.8
O	-7.8123	5.064	21.1114
O	-1.1026	-0.4328	17.2112
O	4.199	-1.7074	23.1443
O	9.6267	0.9533	15.7778
O	5.7809	5.7779	12.3064
O	7.5925	0.9183	11.4387
O	-9.0804	9.0391	16.206
O	-6.7762	12.3065	20.9844
O	-3.7231	9.4817	14.6142
O	-4.1636	-5.3381	11.995
O	-5.0263	9.2939	17.0081
O	-7.264	-1.668	23.1779
O	2.6121	1.5688	11.2072
O	-1.7534	7.1339	10.2074
O	2.1264	3.4881	15.8572
O	-4.3606	1.3641	13.6024
O	-2.895	10.0779	18.3495
O	3.5852	7.1532	20.787
O	-2.6545	0.5306	15.3911
O	-6.8049	7.5032	20.8803
O	-4.7427	8.4306	19.4688
O	-2.6454	1.7185	17.7162
O	-5.7618	9.4643	9.2296
O	-3.4699	4.0986	16.6619
O	8.5074	2.0578	13.6269
O	-1.1407	8.3081	19.1166
O	-3.8549	5.6186	14.5562
O	-1.579	4.089	18.4249
O	-2.1037	0.1089	12.8529
O	4.3455	11.1325	23.3299
O	-5.9017	0.2069	18.353
O	3.3466	2.5412	18.0671
O	-4.0367	3.4255	19.1511
O	8.8623	-2.0374	14.8753
O	-4.137	7.6129	12.8167
O	4.6763	4.8142	21.0823
O	3.5469	9.6521	20.1072
O	-0.6763	10.9145	19.5415
O	8.264	6.1077	11.6944
O	3.6277	0.0373	13.7273
O	-3.6415	-0.8123	17.5403
O	-5.9502	-2.2573	17.4065
O	4.1913	2.4552	14.5788
O	-8.1972	6.5568	16.0364
O	-4.7378	5.2316	12.0261
O	1.4081	-4.0626	15.7647
O	-5.359	-3.198	12.8534
O	5.72	-1.8137	17.4537
O	-7.0148	2.4872	17.5207
O	-1.4686	4.526	10.3016
O	4.9861	7.3285	14.5987
O	2.6772	6.9793	15.7757
O	0.2543	6.1643	11.759
O	-0.9976	12.3821	16.2965
O	2.6319	6.9493	13.0544

Results
free energy: -270674.855 eV
free energy less fixed offsets of O -568.88, Si -635.61 eV per atom: -11.655 eV

Forces (eV/angstrom), in the order of the atoms: element, x, y, z
Si	-0.0056	-0.1792	-0.0484
Si	-0.0484	0.003	-0.1166
Si	-0.0001	-0.0742	0.0504
Si	-0.0101	0.1198	-0.0263
Si	0.0101	-0.1412	-0.0869
Si	-0.001	-0.0157	0.0522
Si	0.013	0.0686	-0.0354
Si	0.0016	0.109	-0.1052
Si	0.0124	-0.1131	-0.0965
Si	0.0247	0.1045	-0.0755
Si	0.0148	-0.0706	-0.0555
Si	-0.0117	0.1134	-0.0273
Si	-0.0122	-0.1287	-0.0448
Si	-0.0046	0.083	-0.045
Si	0.0014	-0.0586	-0.0331
Si	0.0062	0.1201	-0.0529
Si	0.006	-0.0284	-0.0035
Si	0.0347	-0.0331	-0.0168
Si	-0.0111	-0.0515	-0.0402
Si	-0.0009	0.0649	-0.0129
Si	-0.0222	-0.0411	0.0077
Si	-0.0081	0.0022	0.0149
Si	-0.0052	-0.0284	-0.007
Si	0.0137	0.0774	-0.0101
Si	0.0117	-0.0691	-0.013
Si	-0.0127	0.0487	-0.002
Si	-0.0038	-0.0385	-0.0255
Si	-0.0096	0.0332	-0.0301
Si	-0.0033	-0.044	-0.0077
Si	0.013	0.033	-0.002
Si	0.005	-0.015	-0.0195
Si	0.0027	0.0582	0.003
Si	-0.014	-0.0123	0.0291
Si	-0.0022	0.0443	0.0183
Si	0.0081	0.0276	0.0187
Si	0.02	-0.0106	-0.0393
Si	0.0142	0.0106	0.0079
Si	0.0243	-0.0011	-0.0097
Si	-0.001	0.0053	-0.0115
Si	-0.0077	-0.0229	-0.0659
Si	0.006	0.0287	0.0015
Si	-0.0004	0.0091	-0.093
Si	0.0017	-0.0087	-0.0171
Si	0.0033	0.0034	-0.0381
Si	0.0025	0.0121	0.019
Si	-0.006	-0.0203	-0.0225
Si	-0.0094	-0.0051	-0.0034
Si	-0.0086	-0.0076	-0.0346
Si	-0.0002	0.0142	0.0057
Si	-0.006	0.0003	0.0015
Si	0.0017	-0.0067	0.0097
Si	-0.0143	-0.0016	-0.0056
Si	-0.0025	0.0131	0.0009
Si	-0.0153	-0.0178	-0.0023
Si	-0.0056	-0.0077	0.0164
Si	-0.0053	0.0116	-0.0085
Si	-0.0013	0.0081	0.0139
Si	-0.0028	-0.0076	0.0099
Si	-0.0079	-0.003	0.0181
Si	0.0166	0.0079	-0.0081
Si	-0.0016	0.0003	0.0073
Si	0.0082	-0.004	0.0173
Si	0.0036	-0.0015	0.015
Si	0.0024	0.0084	-0.0052
Si	0.0048	0.2142	-0.1136
Si	-0.0355	-0.3025	-0.0959
Si	-0.0786	0.1958	0.3255
Si	-0.0307	0.0132	-0.0138
Si	0.0368	0.1323	-0.1371
Si	0.0167	-0.2077	-0.1141
Si	0.0144	0.1033	0.1499
Si	0.0619	-0.093	0.0552
Si	-0.0235	0.1116	-0.2505
Si	-0.011	-0.3059	-0.112
Si	0.0244	0.1019	0.1875
Si	0.0135	0.007	-0.0305
Si	-0.0573	0.0963	-0.1281
Si	0.03	-0.2527	-0.0801
Si	-0.064	0.1799	0.2062
Si	0.0211	0.0181	-0.0032
Si	0.0127	0.0085	-0.0007
Si	-0.0011	-0.0044	-0.0013
Si	-0.0005	-0.0078	-0.0041
Si	-0.0016	-0.0122	0.0012
Si	-0.0044	0.0053	0.0024
Si	-0.002	0.001	0.0014
Si	-0.0042	0.0012	0.0041
Si	-0.008	-0.0176	0.0044
Si	0.0013	0.0095	-0.0021
Si	0.0056	-0.0051	-0.0043
Si	0.0086	0.0071	-0.0043
Si	-0.0037	0.0114	-0.0023
Si	-0.002	0.0136	-0.007
Si	0.0016	-0.0042	0.0033
Si	-0.0038	0.006	0
Si	0.0029	-0.0073	-0.0121
Si	0.0016	-0.0132	0.0127
Si	-0.017	0.004	-0.0235
Si	0.0054	0.0041	0.012
Si	0	0.0133	-0.0109
Si	-0.0278	-0.012	-0.0185
Si	-0.0125	0.0049	0.0032
Si	-0.0266	0.0131	0.0002
Si	0.0123	-0.0191	-0.0068
Si	-0.0128	0.0015	-0.002
Si	-0.0157	0.004	-0.0185
Si	-0.0021	0.003	-0.0162
Si	0.0061	-0.0191	-0.0068
Si	0.0147	0.0059	0.0134
Si	-0.0208	-0.0085	-0.0085
Si	0.0353	0.0042	-0.0166
Si	-0.0395	-0.0076	-0.0081
Si	-0.0475	0.0168	0.0389
Si	0.0032	-0.0081	-0.0007
Si	-0.0351	-0.0189	0.0302
Si	0.0236	-0.0416	0.0005
Si	0.0493	0.0303	0.0126
Si	0.0067	-0.0017	0.0152
Si	0.0392	0.0119	0.0346
Si	-0.013	-0.0149	-0.0019
Si	0.038	-0.0187	0.0872
Si	-0.0193	0.0025	0.0109
Si	0.0033	-0.0127	0.0639
Si	-0.0018	0.0323	0.012
Si	-0.0182	-0.011	0.0688
Si	0.0101	0.0152	0.0219
Si	-0.0114	-0.0016	0.0866
Si	0.0096	0.0069	0.0077
Si	0.0615	0.0451	-0.0083
Si	0.0036	-0.0477	-0.0251
Si	0.033	-0.0008	0.0224
Si	0.0153	-0.0056	0.0025
Si	-0.0275	0.0405	0.0178
Si	-0.0005	-0.0419	0.0239
Si	-0.0027	0.0234	0.0528
Si	0.0182	-0.026	0.0333
Si	-0.0242	0.0464	-0.0073
Si	0.0056	-0.0409	-0.0053
Si	0.0364	0.0287	0.0173
Si	-0.0155	-0.0506	0.0097
Si	0.0034	0.0599	0.0202
Si	0.0026	-0.047	0.0369
Si	0.0192	0.0439	0.0336
Si	-0.0018	-0.0642	0.0147
Si	-0.0145	-0.0086	0.0049
Si	-0.0301	-0.1017	0.1338
Si	0.0106	0.1153	0.0396
Si	-0.0204	0.0042	0.051
Si	0.0362	0.1201	0.0936
Si	-0.0021	-0.079	0.0609
Si	-0.0374	0.0792	0.0387
Si	0.0017	-0.1215	0.0248
Si	-0.0016	0.1471	0.0922
Si	-0.0363	-0.14	0.0187
Si	-0.0131	0.035	0.0171
Si	0.0177	-0.0356	0.0375
Si	-0.0349	0.119	0.1011
Si	0.0107	-0.0838	0.0459
Si	0.0266	0.0836	0.0218
Si	0.0181	-0.0955	0.0534
Si	-0.0311	-0.0002	-0.036
Si	0.0015	0.0304	-0.013
Si	0.0095	-0.0893	-0.0066
Si	-0.0095	0.0423	0.0089
Si	-0.0103	0.0264	-0.0075
Si	-0.0022	0.0557	-0.0101
Si	0.016	-0.0865	-0.0028
Si	0.0043	0.0483	0.0132
Si	-0.0027	-0.022	0.0101
Si	0.0142	0.1113	-0.0095
Si	-0.0237	-0.114	-0.0064
Si	0.0039	0.0653	0.0161
Si	-0.0025	-0.0448	0.0032
Si	0.0097	0.0729	-0.0065
Si	0.002	-0.1173	0.0066
Si	0.0114	0.053	0.023
Si	-0.0015	-0.0219	0.0075
Si	-0.0021	-0.0126	0.0059
Si	-0.0005	0.0289	-0.0019
Si	0.0073	-0.0164	0.0026
Si	0.0086	-0.0135	-0.0011
Si	0.0072	0.0054	0.0139
Si	-0.0066	0.0081	-0.0119
Si	0.0154	-0.001	0.0208
Si	-0.0304	-0.0038	-0.0067
Si	0.0138	0.0141	0.0141
Si	0.0121	0.0375	-0.0021
Si	0.002	-0.0272	0.0114
Si	-0.0068	-0.0196	-0.003
Si	-0.0229	0.013	0.0207
Si	0.0011	0.0362	-0.0125
Si	-0.0233	-0.0152	0.0148
Si	0.0054	-0.0306	-0.014
Si	0.0367	-0.0141	-0.005
Si	-0.0277	-0.0225	-0.0278
Si	-0.0009	0.0097	-0.0091
Si	0.0123	0.0046	-0.0125
Si	0.0103	-0.0022	0.0016
Si	0.0347	-0.0202	-0.0304
Si	-0.0299	0.0144	-0.006
Si	0.0025	0.021	-0.0152
Si	0.013	0.0146	-0.0034
Si	-0.0508	-0.0201	-0.0011
Si	0.0457	0.0095	-0.0076
Si	-0.0433	0.0099	0.007
Si	-0.0681	-0.012	-0.0142
Si	0.022	-0.0277	-0.0053
Si	-0.0529	0.0179	-0.0133
Si	0.0748	0.0168	0.001
Si	-0.0641	-0.0232	-0.0722
Si	0.0249	0.0907	-0.0998
Si	0.0687	-0.0475	-0.0581
Si	0.0801	0.017	-0.0672
Si	-0.0275	-0.1196	-0.1579
Si	-0.0556	0.0942	-0.1779
Si	0.0801	-0.0304	-0.0908
Si	0.015	0.0237	-0.0063
Si	-0.0061	-0.0022	0.0981
Si	-0.013	-0.0049	-0.0274
Si	-0.0569	0.0532	0.0948
Si	-0.0332	-0.0635	0.1053
Si	-0.0293	0.0548	-0.1451
Si	0.006	0.0197	-0.0403
Si	-0.0015	0.0215	-0.0429
Si	-0.0335	-0.0844	-0.049
Si	0.0107	0.0329	-0.0448
Si	-0.0101	0.0303	0.1356
Si	0.006	-0.014	-0.0225
Si	0.0251	-0.0653	0.0796
Si	-0.0054	-0.0203	0.1432
Si	-0.0259	-0.0367	0.0342
Si	-0.0051	-0.0055	0.1141
Si	0.0241	-0.0192	0.1182
Si	0.0144	-0.006	0.0689
Si	-0.0512	-0.0089	0.0428
Si	0.0011	-0.056	-0.0076
Si	0.0254	-0.004	-0.0299
Si	-0.0282	0.0396	0.1295
Si	0.0529	0.0107	0.0477
Si	0.0076	0.0273	-0.0219
Si	0.0475	0.0592	0.1114
Si	-0.0227	0.0236	-0.0274
Si	-0.0186	-0.0321	0.0209
Si	-0.0427	-0.0178	0.0743
Si	0.0145	0.0065	0.0016
Si	0.0395	-0.0013	0.0867
Si	-0.0388	0.0267	-0.0593
Si	-0.0022	0.0114	0.0283
Si	0.0245	-0.021	-0.0067
Si	0.0066	0.0748	0.1614
Si	0.0331	0.0439	-0.1
Si	0.0001	-0.0048	0.0881
Si	0.0224	-0.0414	0.2037
Si	0.0059	0.0218	0.0344
Si	-0.0164	-0.0056	0.0397
Si	-0.0373	0.017	-0.1552
Si	0.0112	0.0167	-0.0224
Si	-0.0599	0.0259	-0.1237
Si	0.0658	0.0332	0.0865
Si	0.0051	0.0133	-0.0671
Si	-0.0689	-0.0003	0.061
Si	-0.0352	-0.0544	-0.0828
Si	-0.0105	-0.0303	0.0063
Si	0.0197	-0.0229	0.0049
Si	-0.0381	0.0615	0.0839
Si	0.0071	0.038	-0.0843
Si	-0.022	0.002	0.0037
Si	0.034	0.0471	-0.0124
Si	0.0015	-0.0252	0.023
Si	0.0369	0.0269	-0.0449
Si	0.0156	0.0367	-0.0306
Si	0.0151	-0.0148	0.0228
Si	-0.0194	-0.0062	-0.0334
Si	-0.0043	-0.0013	-0.0954
Si	0.0225	0.0196	-0.0178
Si	-0.0308	0.0317	-0.0262
Si	-0.0153	0.0061	0.0357
Si	-0.0171	0.003	-0.0356
Si	-0.0068	0.0215	-0.0676
Si	0.033	0.0388	-0.1307
Si	0.0303	-0.0813	-0.0952
Si	-0.0113	0.0132	-0.0259
Si	0.0153	-0.043	0.0122
Si	0.031	-0.0044	-0.0274
Si	-0.0312	0.0172	-0.0819
Si	0.0146	0.0019	-0.0643
Si	0.0251	0.0453	-0.0413
Si	0.0173	-0.0441	-0.0266
O	-0.0114	0.0118	-0.1141
O	-0.0036	-0.0039	-0.0558
O	0.0398	-0.0501	-0.1568
O	0.0135	0.0206	-0.1014
O	-0.0271	-0.0143	-0.1435
O	-0.0069	-0.0145	-0.0564
O	0.0288	0.0677	-0.1209
O	-0.0084	-0.0338	-0.0423
O	0.0125	0.0333	-0.0163
O	-0.0119	0.0111	-0.1258
O	0.0096	0.0383	-0.0319
O	0.0005	-0.0022	-0.0333
O	0.0194	0.0042	-0.1042
O	-0.0085	0.0149	-0.0021
O	0.005	-0.0181	-0.131
O	-0.0131	0.0018	-0.0996
O	0.0049	-0.0211	0.0215
O	-0.0017	0.0023	-0.0591
O	-0.002	-0.0086	-0.0086
O	0.0174	0.0202	-0.0428
O	-0.0214	-0.008	0.0141
O	-0.0043	0.0022	-0.0284
O	-0.0043	-0.0122	0.0094
O	-0.0024	0.0046	0.0213
O	-0.009	0.0031	-0.0694
O	-0.015	0.029	-0.1162
O	0.0085	-0.0097	-0.0658
O	0.0014	-0.0166	0.0022
O	0.0625	-0.0037	-0.0756
O	0.0108	0.0053	-0.0062
O	-0.0028	-0.0049	0.0686
O	-0.0038	-0.0084	-0.0084
O	0.0054	0.0236	0.1086
O	-0.0006	-0.0378	-0.0405
O	-0.0072	-0.005	-0.0556
O	0.049	-0.0102	-0.0602
O	-0.0274	-0.012	-0.0212
O	-0.0044	0.0455	-0.0781
O	0.0237	-0.0211	0.0501
O	-0.024	0.0327	0.1231
O	0.0113	-0.0038	0.0367
O	-0.0137	0.0016	0.1055
O	-0.0076	-0.0608	0.1281
O	-0.021	-0.0362	-0.0687
O	0.0284	-0.0016	0.0885
O	0.0029	-0.0226	0.0381
O	-0.0047	-0.0252	0.1402
O	0.0018	0.0378	0.1304
O	-0.0076	-0.0063	0.0446
O	0.0101	0.0381	0.1346
O	-0.0064	0.0184	0.0695
O	-0.0133	0.0403	0.0438
O	-0.0138	0.0051	-0.0416
O	-0.0071	-0.012	0.0276
O	-0.013	-0.0248	0.1247
O	0.0056	-0.0014	-0.0499
O	-0.0126	0.0218	0.0235
O	0.0015	-0.0204	-0.027
O	0.0085	-0.0444	0.0338
O	0.0209	0.011	0.1002
O	-0.0035	-0.0164	0.0425
O	0.0078	-0.0431	0.1465
O	-0.008	-0.0234	0.0255
O	0.0341	-0.0004	0.0994
O	0.0123	0.0109	0.0233
O	-0.0045	0.0116	0.0214
O	-0.0289	0.0106	0.0047
O	0.02	-0.0217	0.0652
O	0.024	0.0106	0.0086
O	0.0035	-0.064	0.1125
O	0.0104	0.0202	-0.0125
O	-0.01	-0.0098	0.0177
O	-0.0007	-0.0539	0.0389
O	-0.0055	0.0282	0.0172
O	0.0062	-0.0075	0.0381
O	-0.0142	0.008	0.003
O	0.0009	-0.0215	0.0206
O	-0.0032	0.0069	-0.0131
O	-0.0294	-0.0187	0.0619
O	0.0168	0.0116	0.007
O	0.0042	0.0123	0.0826
O	-0.0065	0.0103	-0.0098
O	0.0332	0.0021	-0.0508
O	-0.026	0.0169	-0.0651
O	0.0356	-0.0088	0.0466
O	0.0077	-0.0131	0.0692
O	0.0032	-0.0193	0.0131
O	-0.0031	-0.0095	0.0313
O	0.0272	-0.062	-0.1231
O	-0.0016	-0.0086	0.0165
O	0.0011	-0.006	0.0242
O	0.0211	0.0227	0.1006
O	-0.0117	0.0216	0.037
O	-0.0057	0.0293	0.0479
O	-0.0203	0.009	-0.056
O	0.0119	0.0465	0.1267
O	-0.0102	-0.0155	0.0198
O	-0.0191	0.0459	-0.0898
O	0.0084	0.0022	-0.027
O	0.0019	-0.0207	0.0599
O	0.0179	0.0083	0.0194
O	0.0054	-0.0197	0.0762
O	-0.014	-0.0091	0.0217
O	0.0078	0.022	-0.0766
O	0.0021	-0.0295	-0.0663
O	-0.0045	0.0008	0.0112
O	-0.0295	0.0058	0.0697
O	-0.0195	0.0154	-0.0057
O	0.0078	0.0129	-0.0658
O	-0.0043	0.0119	0.0066
O	-0.0084	-0.0368	0.0595
O	-0.0262	-0.0083	-0.0668
O	-0.0053	-0.0049	-0.0225
O	-0.0201	-0.0106	-0.0143
O	0.0299	-0.0115	-0.0113
O	-0.0168	0.0161	0.0151
O	0.0203	-0.0359	0.0776
O	0.0248	-0.0141	-0.0008
O	-0.0121	-0.0251	0.0569
O	0.0031	0.0167	0.0226
O	0.0167	-0.0263	0.0178
O	-0.0012	0.0075	-0.0916
O	0.0112	-0.0086	0.0154
O	-0.0212	0.0026	-0.0346
O	-0.0009	-0.0129	0.016
O	0.0186	0.0261	-0.0598
O	0.01	0.0023	0.018
O	0.0202	-0.0086	-0.0648
O	-0.002	0.0424	0.0392
O	0.0055	-0.0219	0.0415
O	0.0012	-0.0098	0.0262
O	-0.0002	-0.0103	0.0451
O	0.0085	-0.0162	-0.0205
O	-0.0099	-0.0081	-0.059
O	0.0029	-0.0175	0.05
O	0.0055	0.0115	0.0344
O	0.0036	0.0415	0.0388
O	0.0141	-0.0045	-0.043
O	-0.0072	-0.0186	-0.0252
O	-0.0023	-0.0042	0.026
O	0.0054	0.0058	0.0286
O	-0.0125	-0.0005	-0.0171
O	-0.0293	0.0149	-0.0163
O	-0.0329	-0.0071	-0.0948
O	0.0039	0.0318	-0.0041
O	-0.0049	0.0031	-0.0533
O	0.017	0.0129	0.0121
O	-0.0132	-0.008	0.0312
O	-0.0049	-0.0073	-0.0528
O	0.0102	0.0109	-0.0025
O	0.009	0.0003	-0.0116
O	-0.0205	-0.0281	-0.0464
O	0.0038	0.0406	0.0008
O	-0.0036	-0.0113	-0.0596

The program warned: the cutoff lies below the one the program advises for these potential files; the forces do not sum to zero within the program's tolerance; the exchange-correlation potential is rough where the density is thin.
